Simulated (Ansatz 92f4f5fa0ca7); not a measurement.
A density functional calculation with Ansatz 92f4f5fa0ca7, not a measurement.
Periodic cell of 444 atoms, Si288O156, from a study of silicon, its oxide and their interface. The atomic structure is a simulated model.
Doubt: the cutoff is far below the 930 eV that the study's wrapper takes by default for these files, so forces and energies are approximate.

Settings
functional: PBE
potential files: Ansatz PAW
basis: plane waves
wave-function cutoff: 580 eV
density cutoff ratio: 5
exchange-correlation grid ratio: 1
k mesh: 1 x 1 x 1, Gamma-centred
self-consistency stop: 5e-08 eV per atom in the density residual
occupations: fixed
spin: none
net charge: 0

Cell vectors (angstrom)
a 15.4687 0 0
b 0 15.4687 0
c 0.2806 1.4845 34.6091

Atoms and the computed forces on them: element, x, y, z (angstrom), force x, y, z (eV/angstrom)
Si 0.3868 2.1729 25.5395 -0.0005 -0.0042 -0.006
Si 0.2886 4.6993 25.7225 -0.0042 0.004 -0.0014
Si 0.256 9.3078 25.8831 -0.0042 -0.0037 0.0106
Si 0.3525 -3.0086 25.6604 -0.0079 -0.0037 -0.0218
Si 4.2634 2.2358 25.857 0.0025 -0.0015 0.0084
Si 4.2309 4.6558 25.8557 0.0028 -0.0049 -0.0017
Si 4.1888 9.0431 26.2221 -0.0061 -0.0081 -0.0006
Si 3.9819 -2.044 25.6952 0.0371 0.0531 -0.0399
Si 8.0048 1.0678 25.6836 0.0003 0.0017 0.0042
Si 7.9287 6.29 25.8023 -0.0023 -0.0072 0.0003
Si 8.0084 8.7886 25.923 -0.0012 0.0132 -0.0027
Si 7.8125 -2.0891 25.8992 -0.0009 0.0125 -0.0084
Si -3.5741 2.2767 25.4905 0.0014 0.0099 0.0009
Si -3.6887 4.83 25.6604 -0.0025 -0.003 -0.0103
Si -3.5802 9.3885 25.8837 -0.0014 -0.0123 0.0078
Si -3.2186 -2.9858 25.4646 0.0176 -0.0003 0.0131
Si 2.2444 1.5869 26.9849 0.0129 -0.0265 -0.0095
Si 2.2147 5.1951 27.063 0.0009 -0.0069 -0.0001
Si 2.1436 9.0549 27.2937 -0.003 0.003 -0.0071
Si 2.1633 -2.4953 27.0668 -0.001 -0.0002 0.0175
Si 6.1457 1.5752 27.1053 -0.0056 -0.007 0.0043
Si 6.1082 5.425 27.1032 -0.0073 0.0235 -0.0078
Si 6.1842 9.2981 27.3264 -0.0014 0.0009 0.0006
Si 5.8801 -2.2525 27.1329 -0.0135 0.0029 0.0087
Si 10.0139 1.5371 26.8876 -0.0067 0.001 0.0025
Si 9.877 5.4115 26.985 -0.0015 0.003 0.002
Si 9.9371 9.231 27.1751 0.003 -0.0017 -0.003
Si 9.7781 -2.3163 27.1339 0.0048 0.0036 0.0017
Si -1.6222 1.5902 26.7914 -0.0017 0.0017 0.0008
Si -1.6919 5.2416 26.9666 0.0016 0.0004 0.0011
Si -1.663 9.1712 27.2085 -0.0003 0.0037 0.0017
Si -1.5495 -2.5254 27.0158 -0.0037 -0.0007 0.0033
Si 2.2013 3.3632 28.5263 -0.006 0.0148 0.0126
Si 2.1603 7.1038 28.5142 0.0021 0.002 0.0022
Si 2.2256 11.091 28.5118 0.0001 -0.007 0.0035
Si 2.1644 -0.4404 28.3256 0.003 0.0138 -0.0059
Si 6.2066 3.4848 28.4795 0.001 -0.0174 0.0074
Si 6.0472 7.295 28.5635 0.0039 -0.0072 -0.0035
Si 6.077 11.2873 28.5205 0.005 -0.0011 0.004
Si 6.0152 -0.3476 28.4988 -0.0002 0.0076 -0.0106
Si 9.8875 3.4378 28.3516 0.0034 -0.0003 0.0016
Si 9.9877 7.268 28.4785 -0.0013 -0.0001 -0.0003
Si 9.9346 11.199 28.4752 -0.0001 -0.0039 0.0006
Si 9.9844 -0.3546 28.417 -0.0025 0.0026 -0.0006
Si -1.6683 3.367 28.4127 0.0022 -0.0028 -0.0013
Si -1.667 7.171 28.4166 0.0019 -0.0038 -0.0023
Si -1.6284 11.1255 28.5282 0.0026 0.0002 -0.001
Si -1.6512 -0.4296 28.2219 0.0011 0.003 -0.0007
Si 0.2477 3.413 29.836 -0.0004 0.0021 0.0011
Si 0.2327 7.2398 29.8346 0.0002 0 0.0002
Si 0.2972 11.1518 29.8646 0.0009 0.0046 0.0004
Si 0.2426 -0.431 29.7312 -0.0049 -0.0055 -0.0009
Si 4.1944 3.419 29.8076 0.0058 0.001 -0.0015
Si 4.1006 7.2716 29.8634 0.0002 -0.0027 0.0029
Si 4.1506 11.1515 29.8586 0.0021 0.0017 -0.0022
Si 4.0684 -0.4332 29.8068 0.005 -0.0041 -0.0012
Si 8.0705 3.4187 29.8583 -0.0012 0.0028 0.0005
Si 8.0309 7.2664 29.8369 0.0036 0.001 0.002
Si 8.0182 11.1871 29.8494 -0.0057 -0.0027 0.0009
Si 8.0153 -0.422 29.7956 0.0037 -0.0027 0.0017
Si -3.6233 3.4138 29.766 0.0005 -0.0004 0.0012
Si -3.5658 7.2662 29.835 0.004 0.0004 0.0002
Si -3.5906 11.1602 29.8384 -0.0021 0.0015 0.0016
Si -3.5389 -0.4391 29.7575 0.0003 -0.0028 0.0024
Si 0.2806 1.4845 31.1903 -0.1656 -0.1743 -0.1969
Si 0.2806 5.3517 31.1903 -0.2336 -0.2044 0.2749
Si 0.2806 9.2189 31.1903 0.0003 -0.2706 0.0061
Si 0.2806 -2.3827 31.1903 -0.0602 0.3735 -0.2253
Si 4.1477 1.4845 31.1903 -0.0782 0.0714 -0.0287
Si 4.1477 5.3517 31.1903 0.0598 -0.2178 0.1822
Si 4.1477 9.2189 31.1903 -0.1088 -0.0729 0.2012
Si 4.1477 -2.3827 31.1903 -0.1591 0.2187 -0.0042
Si 8.0149 1.4845 31.1903 0.0603 -0.0838 0.1199
Si 8.0149 5.3517 31.1903 0.2151 -0.0099 0.267
Si 8.0149 9.2189 31.1903 -0.0225 0.006 -0.0709
Si 8.0149 -2.3827 31.1903 0.1447 0.4034 0.067
Si -3.5866 1.4845 31.1903 0.043 -0.0022 -0.3831
Si -3.5866 5.3517 31.1903 -0.0188 -0.2581 -0.0816
Si -3.5866 9.2189 31.1903 0.0671 -0.0558 -0.0472
Si -3.5866 -2.3827 31.1903 0.0895 0.2613 -0.1881
Si 1.9295 0.0113 3.4116 0.0005 0 0
Si 1.9331 3.8526 3.4073 -0.0007 -0.0007 0.0002
Si 1.9315 7.7521 3.4081 -0.0007 -0.0001 -0.0004
Si 1.9317 -3.8834 3.4081 -0.0003 -0.0002 0.0004
Si 5.8076 0.0206 3.4093 0.0006 -0.0012 0.0007
Si 5.8087 3.8641 3.4152 0.0005 -0.0006 0.0008
Si 5.8077 7.7558 3.4111 -0.0011 0.0015 0.0001
Si 5.8054 -3.8874 3.4074 0.0015 -0.0001 0.0007
Si 9.671 0.0153 3.4226 -0.0011 -0.0011 0.0007
Si 9.6676 3.8652 3.4293 0.0001 -0.0012 0.0006
Si 9.6686 7.747 3.4282 0 0.0016 0.0009
Si 9.6701 -3.8918 3.4214 -0.001 0.0001 0.0015
Si -1.9361 0.0042 3.4285 0.0002 0.0007 0.0006
Si -1.9383 3.8536 3.4231 0.0011 -0.0006 0.0005
Si -1.9368 7.7531 3.4223 0.0006 0.0002 -0.0001
Si -1.9345 -3.8799 3.4252 -0.001 0 0.0002
Si 1.9362 1.934 4.8063 -0.0011 -0.0023 0.0012
Si 1.9404 5.8024 4.7232 0.0012 0.0033 0.0003
Si 1.9277 9.67 4.8092 0.0006 -0.0016 0.0013
Si 1.9214 -1.9398 4.7325 0 0.0032 -0.0002
Si 5.8203 1.9432 4.8095 -0.0011 -0.0006 0.0011
Si 5.8338 5.8169 4.742 0.0019 0.0021 -0.0009
Si 5.8135 9.6691 4.8174 0.0014 -0.0043 0.0017
Si 5.8161 -1.9362 4.7163 -0.0009 0.0057 0.0017
Si 9.6775 1.9415 4.828 0.0008 0.001 0.0011
Si 9.6595 5.81 4.7805 -0.0026 0.0027 -0.0006
Si 9.6689 9.6614 4.8409 0 -0.0031 0.0004
Si 9.6884 -1.9415 4.7423 0.0018 0.0033 0.0016
Si -1.9371 1.9287 4.8278 0.0007 -0.0013 0.0005
Si -1.9558 5.8053 4.7508 -0.0034 0.0025 0.0008
Si -1.9447 9.6718 4.8336 -0.0008 -0.0014 0.0011
Si -1.9274 -1.9426 4.7742 0.0019 0.003 0.0004
Si 0.0083 1.9156 6.1948 0.0004 0.0017 -0.0019
Si -0.0001 5.7931 6.055 0.0007 -0.0041 0.0047
Si -0.0021 9.6759 6.2001 -0.0006 0.0007 -0.0009
Si 0.015 -1.954 6.1258 -0.0015 -0.001 -0.0027
Si 3.8811 1.9479 6.1677 0.0007 0.0021 0.0015
Si 3.8901 5.8211 6.0462 -0.0054 -0.0042 0.0041
Si 3.8689 9.6755 6.1719 -0.001 0.003 0.0012
Si 3.8731 -1.9236 6.033 0.0045 -0.005 0.0032
Si 7.7457 1.9605 6.2102 0.0015 -0.0002 -0.0041
Si 7.7321 5.836 6.157 -0.001 -0.0001 -0.0084
Si 7.7338 9.66 6.2283 -0.0018 0.0025 -0.0031
Si 7.7478 -1.9438 6.0646 -0.0003 -0.0096 0.0015
Si -3.8645 1.9315 6.2274 -0.0008 0.0005 0
Si -3.8795 5.8126 6.1354 0.0049 -0.0032 0.0036
Si -3.873 9.6611 6.2403 0.0007 0.0008 0.0002
Si -3.8642 -1.9589 6.1248 -0.0039 -0.008 0.0046
Si 0.0514 -0.0499 7.5377 0.0015 -0.0013 -0.0066
Si 0.0162 3.9048 7.4771 -0.0029 0.0101 0.0004
Si -0.0174 7.6812 7.4685 0.0022 -0.0039 -0.0119
Si -0.0042 -3.847 7.571 0.0001 0.0054 0.0068
Si 3.8975 -0.0396 7.4496 -0.0002 -0.0023 -0.0059
Si 3.9097 3.9366 7.4557 0.0009 0.0072 0.0051
Si 3.8696 7.7001 7.4744 0.0012 -0.0013 -0.0036
Si 3.8619 -3.8026 7.4493 -0.0008 0.0082 0.0049
Si 7.7633 -0.049 7.466 -0.0063 -0.0042 -0.0116
Si 7.7393 3.9303 7.566 -0.0001 0.0023 0.0075
Si 7.7117 7.7263 7.6228 0.0002 0.0009 -0.0006
Si 7.7402 -3.8205 7.5103 0.0081 0.0144 0.0066
Si -3.8404 -0.0592 7.5346 0.0049 -0.0016 -0.0101
Si -3.864 3.912 7.5531 0.0013 0.0078 0.0073
Si -3.9026 7.7007 7.586 -0.0036 -0.0007 -0.0026
Si -3.8846 -3.8462 7.5805 -0.0015 0.013 0.0095
Si 2.0256 -0.3512 8.834 -0.0001 0.0053 0.005
Si 1.9792 4.2505 8.738 0.0007 -0.0003 -0.0033
Si 1.9273 7.3754 8.7499 -0.0007 -0.0042 0.0096
Si 1.9758 -3.4964 8.8243 0.0022 -0.0099 -0.0107
Si 5.8247 -0.3531 8.7583 0.0051 -0.0016 0.0149
Si 5.7828 4.2529 8.8669 -0.0037 -0.0083 -0.0047
Si 5.7265 7.4106 8.9036 0.0004 0.0047 0.0085
Si 5.7791 -3.4831 8.7656 -0.0017 -0.0016 -0.0058
Si -5.7981 -0.3839 8.8076 -0.0014 -0.004 0.0529
Si -5.7904 4.2597 8.8885 0.0037 -0.0116 0.0002
Si -5.8232 7.4249 8.9772 0.0017 0.0026 0.0062
Si -5.8347 -3.5327 8.903 -0.0055 -0.0027 -0.0214
Si -1.8886 -0.3933 8.832 -0.002 -0.0032 0.009
Si -1.8941 4.2185 8.8237 0.0042 0.002 -0.0092
Si -1.9236 7.3608 8.8198 0.0017 -0.0076 0.0153
Si -1.9506 -3.5452 8.9084 -0.0021 -0.0068 -0.0081
Si 4.1263 0.6852 24.1146 0.0197 0.0097 0.0125
Si 2.2141 1.4845 32.5576 0.0354 0.0592 -0.0132
Si 2.2141 5.3517 32.5576 0.0051 -0.0808 -0.0033
Si 2.2141 9.2189 32.5576 0.0205 -0.011 0.024
Si 2.2141 -2.3827 32.5576 0.0285 0.0838 0.0065
Si 6.0813 1.4845 32.5576 0.0096 -0.052 -0.0091
Si 6.0813 5.3517 32.5576 -0.0195 -0.0416 -0.0005
Si 6.0813 9.2189 32.5576 -0.0038 -0.0544 -0.0022
Si 6.0813 -2.3827 32.5576 0.0082 0.0937 -0.0218
Si -5.5202 1.4845 32.5576 -0.0287 -0.0991 0
Si -5.5202 5.3517 32.5576 -0.0242 -0.0124 0.0228
Si -5.5202 9.2189 32.5576 0.0159 0.0024 -0.0007
Si -5.5202 -2.3827 32.5576 -0.0244 0.1329 -0.0017
Si -1.653 1.4845 32.5576 0.0169 0.0271 -0.0008
Si -1.653 5.3517 32.5576 0.0388 -0.1131 0.0278
Si -1.653 9.2189 32.5576 -0.0104 0.0153 0.0128
Si -1.653 -2.3827 32.5576 -0.0133 0.0358 -0.0055
Si 2.2141 3.4181 33.9248 -0.0587 0.0154 0.0228
Si 2.2141 7.2853 33.9248 0.0145 0.0063 0.0019
Si 2.2141 -4.3162 33.9248 -0.0626 -0.0169 0.0023
Si 2.2141 -0.4491 33.9248 0.0028 -0.0123 0.0042
Si 6.0813 3.4181 33.9248 -0.0135 0.0061 0.0077
Si 6.0813 7.2853 33.9248 0.0194 -0.0022 0.0118
Si 6.0813 -4.3162 33.9248 -0.0119 -0.0085 -0.0207
Si 6.0813 -0.4491 33.9248 0.0125 0.0107 0.0138
Si -5.5202 3.4181 33.9248 0.0324 0.0215 0.0037
Si -5.5202 7.2853 33.9248 0.0164 -0.0269 0.0068
Si -5.5202 -4.3162 33.9248 0.028 0.0034 -0.0214
Si -5.5202 -0.4491 33.9248 0.0281 0.0023 0.0187
Si -1.653 3.4181 33.9248 -0.0097 0.0336 0.0239
Si -1.653 7.2853 33.9248 -0.0335 -0.0122 -0.0071
Si -1.653 -4.3162 33.9248 0.018 -0.0114 -0.0014
Si -1.653 -0.4491 33.9248 -0.0304 0.0025 0.0047
Si 0 1.9336 0.683 -0.0312 0.0028 -0.0194
Si 0 5.8008 0.683 -0.0149 -0.0057 0.0153
Si 0 -5.8008 0.683 -0.0137 0.0098 -0.0241
Si 0 -1.9336 0.683 -0.0123 0.017 0.0218
Si 3.8672 1.9336 0.683 0.0135 -0.011 -0.0302
Si 3.8672 5.8008 0.683 -0.006 -0.0107 0.0146
Si 3.8672 -5.8008 0.683 -0.0006 0.0103 -0.0362
Si 3.8672 -1.9336 0.683 0.0182 0.0072 0.0113
Si 7.7343 1.9336 0.683 0.0297 -0.0332 -0.0309
Si 7.7343 5.8008 0.683 0.0133 -0.0011 0.0148
Si 7.7343 -5.8008 0.683 0.0314 0.0081 -0.0368
Si 7.7343 -1.9336 0.683 0.02 -0.0062 0.0183
Si -3.8672 1.9336 0.683 0.0003 -0.0313 -0.0183
Si -3.8672 5.8008 0.683 0.012 0.0309 0.0252
Si -3.8672 -5.8008 0.683 0.0086 0.002 -0.019
Si -3.8672 -1.9336 0.683 -0.0259 -0.0011 0.0284
Si 0 0 2.0503 -0.0715 0.1022 0.0099
Si 0 3.8672 2.0503 -0.0655 -0.083 -0.0035
Si 0 7.7343 2.0503 -0.0607 0.1008 -0.017
Si 0 -3.8672 2.0503 -0.0599 -0.1168 -0.0165
Si 3.8672 0 2.0503 0.0065 0.0913 -0.0043
Si 3.8672 3.8672 2.0503 0.0494 -0.0727 -0.0102
Si 3.8672 7.7343 2.0503 0.0268 0.0998 -0.0217
Si 3.8672 -3.8672 2.0503 0.0084 -0.1119 -0.0443
Si 7.7343 0 2.0503 0.0726 0.1041 -0.0302
Si 7.7343 3.8672 2.0503 0.0692 -0.0809 -0.008
Si 7.7343 7.7343 2.0503 0.0767 0.1112 -0.0173
Si 7.7343 -3.8672 2.0503 0.0655 -0.1076 -0.0371
Si -3.8672 0 2.0503 0.016 0.0911 0.037
Si -3.8672 3.8672 2.0503 -0.0402 -0.0749 0.0359
Si -3.8672 7.7343 2.0503 -0.0227 0.0901 0.0406
Si -3.8672 -3.8672 2.0503 0.0159 -0.1003 0.0243
Si 1.797 1.9769 10.9553 0.004 0.0048 -0.012
Si 3.7514 -5.7348 13.3018 -0.004 -0.0021 -0.0033
Si 1.6447 -5.8063 10.9561 0.0034 0.0055 -0.015
Si 4.0856 8.4826 15.8334 0.0003 0.0037 0.0008
Si -5.1997 4.0803 15.708 0.0045 0.004 -0.0072
Si 6.1293 1.9184 10.9973 -0.0017 -0.0008 -0.0111
Si 0.6955 1.9039 19.763 0.0004 0.0006 0.005
Si -4.1468 -0.8821 18.0674 -0.0026 -0.0024 0.0051
Si 9.2878 1.9188 11.007 0.0088 -0.0055 -0.0142
Si -5.3701 -5.7277 14.2471 0.0017 -0.0012 -0.0001
Si 9.1497 -5.7632 11.1664 0.0035 0.0082 -0.015
Si 9.2008 -0.5097 15.7688 -0.0017 -0.0051 -0.0031
Si -1.382 1.9156 10.9619 -0.0022 0.0026 -0.0106
Si -1.5275 -5.8437 11.0451 -0.003 0.0051 -0.0115
Si 4.8658 3.2008 15.8645 0.0028 0.0028 0.001
Si -5.1534 1.5897 13.9431 -0.001 -0.0071 -0.0066
Si 2.9388 1.9458 17.7469 -0.0013 -0.0019 0.0074
Si -2.2737 9.6059 14.0911 0.0039 -0.0022 -0.0045
Si 1.3752 0.9834 22.6927 -0.0005 0.0014 0.0023
Si 2.5876 -4.5925 15.8172 -0.0013 -0.0004 0.002
Si 6.9642 1.2897 17.231 -0.0029 -0.0034 0.0066
Si 5.4539 5.9801 16.7673 0.002 0.0019 0.0022
Si 6.3495 10.13 17.2739 0.0045 0.0015 0.0029
Si 2.2487 10.9011 21.4287 0.0052 -0.0007 0.0114
Si -2.0777 1.6695 13.9863 0.0032 -0.0032 -0.0057
Si 7.3885 10.9757 23.7722 0.0004 0.0041 -0.0077
Si 5.9676 -5.7266 11.0427 -0.0045 0.0088 -0.0164
Si -3.8328 1.7717 19.4993 -0.0002 -0.0014 0.0014
Si -0.2399 -0.6345 15.2297 -0.0002 -0.0042 -0.0032
Si -5.2792 7.07 15.8205 0.0015 -0.0033 0.0009
Si -0.5213 -3.7094 15.5352 0.0012 0.0046 0.0047
Si 8.5706 -3.5595 16.1429 -0.0021 0.0073 0.0029
Si -4.0212 0.977 22.5322 -0.0088 -0.0025 0.005
Si -1.5884 3.8076 18.7812 -0.003 0 0.0015
Si -1.3441 6.9894 18.9884 0.0009 -0.0061 0.0022
Si 9.5114 -2.9916 19.0877 0.0042 0.0047 0.0002
Si -1.8458 -2.9749 18.2466 0.0022 -0.001 0.002
Si 0.2783 -0.8673 18.2501 0.0005 -0.0022 0.0071
Si 4.9497 10.6755 20.1015 0.0038 -0.0044 0.0019
Si 3.9948 6.9064 24.122 -0.0044 0.0059 0.0111
Si 9.1093 3.0569 18.4691 0.0003 -0.0111 0.0076
Si -1.994 4.1035 15.7812 -0.0002 0.0022 -0.0036
Si 8.3592 6.7781 22.8707 0.0052 0.0019 -0.0062
Si 2.7057 0.0161 15.2975 -0.0018 -0.0016 -0.0041
Si 3.9314 1.856 13.2708 -0.0001 -0.003 -0.0057
Si 5.6785 7.9086 21.6404 0.0068 0.0004 0.005
Si -3.5675 -4.1761 20.5048 0.0057 -0.0022 0.0021
Si 0.4906 -2.0706 22.5676 -0.0003 -0.0047 0.0124
Si -2.1072 7.1073 15.9548 0.0012 -0.0025 -0.0049
Si 7.212 -3.0734 21.2321 0.0046 0.0019 0.0075
Si 0.2514 8.3497 21.1416 -0.0082 -0.0047 0.0104
Si 4.8778 -0.2164 18.9949 0.0039 -0.0009 0.0035
Si 6.2057 -0.2383 21.8772 -0.0092 0.0052 0.0093
Si 0.8498 7.0311 23.8222 -0.0006 0.0052 0.0001
Si 4.2325 11.0679 23.8876 -0.0007 -0.0084 0
Si 8.4166 1.6846 22.6784 -0.0037 0.0022 0.0071
Si 6.2661 5.8508 19.5989 -0.003 -0.0003 0.0069
Si -4.1356 7.1769 23.6255 -0.0035 0.0076 0.0048
Si 3.1702 -2.0357 17.3981 0.0008 -0.0023 0.0052
Si -2.6143 -1.9454 22.5159 0.0065 -0.008 0.0088
Si 8.31 4.3824 21.0106 -0.0057 0.0007 0.0072
Si -2.6959 8.448 21.1928 0.0032 0.0048 0.011
Si 7.8327 7.4948 17.66 -0.0007 0.001 0.0014
O -4.6053 -2.224 25.866 -0.0262 0.006 0.0094
O 2.2139 0.6037 10.172 -0.0017 -0.0078 -0.0008
O 1.984 -1.9247 9.3659 -0.0011 0.0004 0.0102
O 2.116 3.2871 10.0561 -0.0008 0.0074 -0.0018
O 1.9385 5.8104 9.299 0.0016 0.0003 0.0092
O -1.9012 5.7898 9.3611 -0.0015 -0.0001 0.0074
O 1.9682 8.3372 10.0773 -0.0007 -0.0099 -0.0065
O 0.0675 -5.7374 11.3059 -0.0001 0.0008 0.0116
O -3.6017 3.9558 15.9511 0.0021 -0.0014 0.0016
O 5.801 0.6174 10.0815 0.0014 -0.0104 -0.0121
O 5.4349 10.5593 18.5527 -0.0046 0.0018 0.0038
O 5.7143 3.2862 10.2044 0.0008 0.0106 0.0009
O 5.7563 5.8256 9.4122 0.0006 0.0016 0.0035
O 5.5628 8.3615 10.2533 0.0014 -0.0102 -0.003
O 8.016 9.6298 24.4605 0.0058 -0.0205 0.0095
O 5.7986 -1.9165 9.3123 -0.0014 0.0029 0.0126
O 9.6322 0.6062 10.1145 -0.006 -0.0102 -0.034
O 9.6509 -1.9428 9.387 0.0014 0.0104 0.0072
O -5.7671 3.2812 10.2129 -0.0004 0.0115 0.0023
O -5.8028 5.8281 9.4508 -0.0006 0.0036 0.0033
O 9.6337 8.3583 10.3533 0.0008 -0.011 -0.0044
O 9.5732 -4.4583 10.2713 -0.0009 0.0044 0.005
O 8.6176 -2.0289 15.5371 0.001 -0.0023 0.0037
O -1.849 0.586 10.1503 -0.0023 -0.0099 -0.0043
O -5.2598 -1.5059 19.1046 0.0012 -0.0002 -0.0049
O -1.84 3.2542 10.157 -0.0004 0.011 0.0004
O 3.7527 0.9223 18.7169 -0.006 0.0056 -0.0062
O -1.8935 8.3161 10.1545 0.0003 -0.0102 -0.0114
O -1.2806 -4.6456 14.4648 -0.0071 -0.0095 -0.001
O 4.191 6.9874 16.4766 -0.0005 -0.0005 0
O -1.9171 -1.9569 9.4011 0.0014 0.0037 0.0061
O 2.7664 9.3243 16.3578 0.0028 -0.0023 -0.0004
O 7.5567 6.7408 19.0868 -0.0009 -0.0026 0.0025
O 3.4926 -1.1957 16.0363 0.0011 -0.0018 0.0033
O 7.6304 2.4116 18.22 -0.0038 -0.0009 -0.0012
O -5.6302 -5.6523 12.6379 -0.007 -0.0017 0.0008
O 4.6017 7.6239 22.8179 -0.0062 0.0012 0.0017
O 1.2909 9.6101 21.1091 0.0025 0.0039 -0.0078
O 9.3796 -3.5244 17.5561 -0.0007 0.0005 -0.004
O -5.7351 8.2231 14.7554 -0.0005 0.0061 0.0001
O 3.3303 10.9923 20.1837 -0.0052 -0.0009 -0.0004
O 0.2106 1.9137 11.2605 0.0011 -0.0009 0.0108
O 4.3076 -1.6813 18.5206 0.0002 -0.0028 -0.0035
O -3.788 -5.4706 14.5515 0.0001 -0.0017 0.0019
O -1.5078 5.3744 19.2461 0.0021 0.0064 -0.0035
O 9.3732 7.2819 17.2171 0.0034 -0.0032 -0.0034
O -0.5773 2.9034 19.6703 0.0055 -0.0049 0.0009
O 3.1937 10.6282 22.7306 0.0023 0.0007 -0.0031
O 0.0867 8.2313 24.6344 -0.0031 0.0076 -0.0003
O -0.6617 -2.185 14.9742 0.0004 0.0014 0.0048
O 0.7281 7.2083 22.2115 -0.0009 -0.0043 0.0015
O 2.365 1.1632 16.4247 -0.0004 0.0038 0.003
O 5.4094 9.3702 16.1924 -0.0024 -0.0022 -0.0009
O 5.3291 6.7813 20.5269 -0.001 -0.0042 -0.0049
O 6.8459 6.8071 16.544 0 -0.001 -0.0004
O 1.1036 -0.5823 22.3231 0.0029 0.002 -0.0056
O -1.2434 3.7466 17.1863 -0.0002 -0.0013 -0.0003
O -5.7345 2.9407 14.672 -0.0022 -0.0004 0.0028
O 5.6956 -4.4381 10.0939 0.0025 0.002 0.001
O 9.2392 -4.5972 15.0656 0.0031 -0.005 -0.0008
O -3.6905 1.7602 21.1297 0.0012 -0.0014 0.0029
O -5.5741 5.5865 15.1805 -0.0004 0.0005 0.0049
O 3.4061 -4.5172 14.3747 0.0026 -0.0035 -0.0003
O 7.9273 -4.1478 22.2569 -0.0037 -0.0007 -0.0001
O -3.7103 7.1702 16.2275 -0.0033 0.0007 0.0006
O 3.7676 10.2591 25.2028 0.0041 -0.0035 -0.002
O -1.0558 -2.0262 22.0415 0.0054 0.0028 -0.0095
O 5.2771 1.7834 12.3705 0.0076 0.0005 0.0021
O -2.3743 -4.0141 19.389 -0.001 -0.0034 -0.0016
O 9.7365 7.5002 23.3876 -0.0002 0.0001 -0.0046
O 3.6831 -0.5058 25.1715 -0.031 -0.0363 0.0223
O 4.2909 5.3058 24.2943 0.0005 -0.0109 0.0012
O 7.7308 5.9761 24.1635 -0.0007 -0.0069 0.0076
O 9.5472 3.8402 17.1324 -0.0015 0.0022 -0.0033
O -2.274 9.4274 12.4729 0.0039 0.0017 0.005
O 3.2139 -3.6008 16.9592 0.0014 0.0026 -0.002
O 4.1272 2.9914 14.4263 -0.0001 -0.0027 0.0019
O 2.6271 2.1507 12.3416 -0.0095 -0.0026 -0.0002
O 7.2157 7.7785 22.2278 0.0051 0.0014 -0.0031
O 7.3292 0.9272 21.7378 -0.0006 0.0012 -0.0033
O -3.5097 1.7691 23.8838 0.0016 0.0066 0.0038
O 0.3773 0.3704 19.2937 -0.0004 -0.0007 -0.0039
O -1.3413 7.3311 17.3886 0.003 0 0.0034
O 9.8204 0.8473 22.6421 0.0067 -0.0043 -0.0061
O -5.2838 1.8216 12.3482 -0.0043 -0.0014 -0.0004
O 6.9963 -1.6577 22.0128 0.0098 -0.0118 -0.006
O 0.4826 1.5437 23.9696 -0.0061 0.0097 0.0124
O -3.0562 3.1164 18.9978 -0.0044 0.0007 -0.0042
O -3.3453 7.3651 22.2185 -0.0034 -0.0058 -0.0007
O 1.1245 1.8694 21.3396 0.0012 -0.0024 0.0004
O 7.9335 1.8674 24.234 -0.0009 0.0017 0.0024
O -1.2137 -3.8368 17.0135 -0.0008 0.0011 -0.0021
O 0.5171 -2.2918 24.1875 0.0007 -0.0036 0.0108
O -1.6633 5.6482 15.3455 0.0002 -0.0024 0.0035
O 5.7164 -3.5434 20.8009 0.0012 0.003 -0.0041
O -3.8368 5.6628 24.2009 0.0036 -0.0176 0.0062
O -1.4763 3.0297 14.6732 -0.0021 -0.0064 0.002
O 0.3285 10.8449 25.2708 0.0019 0.0066 -0.0033
O -3.5634 8.2564 24.6972 0.0034 0.0087 0.005
O 7.706 1.9577 11.3867 -0.0029 0.0019 0.0128
O 4.6274 7.6527 25.4273 0.005 0.0054 0.0021
O 2.0949 -4.4556 10.1598 -0.003 0.0043 0.006
O 4.1076 -2.8207 24.2368 -0.0043 0.0014 0.0209
O 1.031 -4.1866 15.6145 0.0034 -0.0022 0.0029
O 7.9308 -0.5468 25.2783 -0.0006 -0.011 0.0012
O 7.5439 -5.8031 11.4213 0.0005 -0.0016 0.0123
O -4.9075 -0.4817 16.6817 0.0028 0.0003 0.0019
O -5.03 -4.086 19.8253 -0.0037 -0.0042 -0.0025
O 7.7536 -3.1993 24.6858 0.0019 0.0097 0.0011
O 5.3888 5.4101 18.3032 0.0028 0.0012 0.0035
O 1.7129 -1.6024 17.995 -0.0035 0.0015 -0.0027
O 5.2236 -0.2572 20.5794 0.0026 0.0018 -0.0005
O 8.5477 3.177 22.0598 0.0061 -0.0028 -0.0045
O 8.839 5.7339 21.7283 0.0009 0.0059 -0.0026
O 1.3445 -3.2164 21.7277 -0.0018 0.0015 -0.0088
O -3.5154 10.8892 25.1932 0.0025 -0.007 -0.0119
O 5.3653 0.0863 23.2341 0.001 -0.0033 0.0006
O 6.1882 0.1839 18.1315 0.0005 -0.0005 -0.002
O 5.7846 10.7072 23.5949 -0.0072 -0.0032 -0.0077
O -1.1948 8.9014 21.6582 0.0011 0.0003 -0.0104
O -2.6805 -2.3608 24.0726 0.018 0.0044 -0.0006
O -0.3282 -0.3117 16.833 -0.0004 0.001 -0.0019
O 7.5162 9.0933 17.7846 -0.001 0.0037 -0.0025
O -2.0257 -4.4883 10.269 0.0021 0.0059 0.0039
O -0.707 -1.9971 18.8904 0.0016 0.0023 -0.001
O 1.2813 -0.4509 14.6726 0 0.0008 0.0028
O 3.9887 8.3771 14.1996 0.0004 0.0075 0.0028
O -3.3431 0.3581 18.7973 0.0011 0.0026 -0.0019
O -3.4621 -2.9912 21.6119 -0.0083 0 -0.0019
O 5.3896 9.3385 20.9365 0.0008 0.0061 -0.0052
O 5.0865 -5.4983 12.3961 0.0116 -0.0022 -0.0006
O 8.0915 -2.8972 19.8726 -0.0139 0.0019 0.0049
O -3.6136 1.3983 14.4286 0.0013 0.0006 0.0033
O 0.0294 7.5976 19.6883 0.0041 0.0042 -0.0006
O 2.4573 9.5496 12.3461 -0.0055 0.0006 0.0032
O -3.2734 -0.4622 22.3969 -0.0069 0.0185 -0.0093
O 6.7525 4.586 20.5204 0.004 -0.0008 -0.0033
O 8.0942 0.4461 16.4578 -0.001 0.0007 0.0008
O -1.2048 0.3679 14.4076 -0.004 0.005 0.0029
O -2.1212 1.8944 12.3893 0.0045 -0.0008 0.0093
O 7.0482 -4.0623 16.5126 0.0001 -0.0029 0.0002
O 2.952 1.1179 23.0713 -0.0069 0.007 -0.0196
O -3.0672 -2.0458 17.689 -0.0024 0.0013 -0.0016
O 5.4775 4.7035 15.7734 -0.0001 -0.0039 -0.0007
O 0.3002 5.555 24.2709 -0.0012 -0.0136 0.0006
O 3.8323 3.1638 17.1402 0.0006 0.0011 -0.0028
O -3.5597 9.8175 21.1796 0.003 -0.0148 -0.0044
O -2.6086 7.7398 19.7187 -0.003 0.0043 -0.0008
O -5.3719 1.8584 18.9549 0.0007 -0.0019 -0.0013
O 9.1608 4.1619 19.6535 -0.0003 0.0099 0.0053
O 5.9989 2.0449 16.1397 -0.0021 0.0013 -0.002
O 1.7881 2.5477 18.7236 -0.0001 0.0006 -0.0028
O 2.4096 7.1757 24.2139 0.0088 0.0001 -0.0053
O 3.6798 0.4614 14.0782 -0.0006 0.0031 0.0039
O 9.5325 0.2086 14.339 0.0012 0.0024 0.0035
O -1.7403 8.2557 14.8568 -0.0021 0.006 0.0003

Results
free energy: -271813.024 eV
free energy less fixed offsets of O -568.88, Si -635.61 eV per atom: -12.064 eV

The program warned: the cutoff lies below the one the program advises for these potential files; the exchange-correlation potential is rough where the density is thin.
